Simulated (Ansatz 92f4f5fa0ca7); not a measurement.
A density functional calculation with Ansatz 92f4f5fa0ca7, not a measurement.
Periodic cell of 192 atoms, Si128O64, from a study of silicon, its oxide and their interface. The atomic structure is a simulated model.
This geometry differs little from another in the collection (a relaxation step or a small displacement).

Settings
functional: r2SCAN
potential files: Ansatz PAW
basis: plane waves
wave-function cutoff: 800 eV
density cutoff ratio: 5
exchange-correlation grid ratio: 1
k mesh: 1 x 1 x 1, shifted by 0.5 0.5 0 of a step
self-consistency stop: 1e-10 eV per atom in the density residual
occupations: fixed
spin: none
net charge: 0

Cell vectors (angstrom)
a, 10.88, 0, 0
b, 0, 10.88, 0
c, 5.2363, -0.2075, 29.9364

Atoms: element, x, y, z (angstrom)
Si, 1.6144, -1.6096, 0.0237
Si, 4.374, 1.126, 0.1459
Si, 1.1047, 4.3323, 0.0406
Si, 3.8284, -3.8237, 0.0251
Si, -4.3144, -1.0663, 0.1467
Si, -1.6569, 1.5941, 0.1556
Si, 7.0328, 3.781, 0.1543
Si, -1.1087, -4.3351, 0.0382
Si, 2.7425, -0.0362, 1.3649
Si, 5.488, 2.6675, 1.5022
Si, 2.6948, -5.4085, 1.3553
Si, 5.4007, -2.6946, 1.3657
Si, -2.7719, 0.0484, 1.5014
Si, -0.028, 2.7556, 1.3736
Si, 8.1923, 5.4126, 1.3701
Si, 0.0284, -2.7434, 1.3535
Si, 1.3576, 1.3578, 2.6748
Si, 4.068, 4.0933, 2.7046
Si, 1.3606, -4.0757, 2.777
Si, 4.0697, -1.3671, 2.7893
Si, 6.7983, 1.3578, 2.9173
Si, 9.5206, 4.084, 2.7944
Si, 6.7948, 6.7985, 2.6717
Si, -1.3473, -1.3704, 2.706
Si, 0.009, 0.0025, 4.0656
Si, 2.7093, 2.7173, 4.0542
Si, 0.0008, 5.4441, 4.1231
Si, 2.715, -2.7218, 4.135
Si, 5.414, -0.0263, 4.1713
Si, 8.1809, 2.7393, 4.1815
Si, 5.4414, 5.4485, 4.0623
Si, 8.1546, -2.7316, 4.0514
Si, 1.3509, -1.3627, 10.845
Si, 4.0922, 1.3537, 10.9074
Si, 1.355, 4.0898, 10.9059
Si, 4.048, -4.096, 10.8191
Si, 6.8046, -1.346, 10.9058
Si, -1.363, 1.3497, 10.8478
Si, 6.7852, 4.0468, 10.8218
Si, -1.3452, 6.8037, 10.9029
Si, 2.6858, -0.0125, 12.2186
Si, 5.4769, 2.7167, 12.2503
Si, 2.7175, 5.4766, 12.2483
Si, 5.3834, -2.7406, 12.1647
Si, -2.6824, 0.0193, 12.2594
Si, -0.0105, 2.6847, 12.219
Si, 8.1414, 5.3841, 12.1645
Si, 0.0186, -2.6813, 12.2564
Si, 1.3321, 1.3306, 13.6088
Si, 4.0926, 4.0929, 13.5607
Si, 1.3719, -4.0228, 13.6263
Si, 4.0131, -1.4132, 13.5392
Si, -4.0233, 1.3727, 13.629
Si, -1.4116, 4.0134, 13.5387
Si, 6.7556, -4.1251, 13.4456
Si, -1.3041, -1.3047, 13.6459
Si, 0.0242, 0.0243, 15.1427
Si, 2.7354, 2.7369, 14.8859
Si, -0.055, -5.4444, 14.7978
Si, 2.6844, -2.6745, 15.0808
Si, 5.433, -0.0541, 14.7985
Si, -2.6735, 2.6857, 15.0806
Si, 5.4436, 5.4425, 14.9083
Si, -2.7563, -2.755, 14.7436
Si, 1.6859, -1.0016, 16.5002
Si, 3.9618, 1.1556, 16.1022
Si, 1.1546, 3.9648, 16.1014
Si, 4.343, -3.8437, 16.2383
Si, 6.5763, -1.6428, 16.0589
Si, -1.0017, 1.688, 16.4986
Si, -3.8423, 4.3432, 16.24
Si, -1.6444, -4.3014, 16.0587
Si, 1.3375, 1.3832, -4.2439
Si, -2.5746, 0.2591, 21.1596
Si, 6.8205, -4.0999, -4.2431
Si, -0.507, 1.5937, 19.4809
Si, -1.629, -3.7637, 18.8989
Si, 2.4644, -5.1693, -7.295
Si, 0.2575, -2.5702, 21.1594
Si, 0.2658, -2.9703, -7.2924
Si, 4.446, -3.058, -6.0891
Si, 7.1096, -1.6294, 18.9006
Si, 2.9782, 5.2114, 18.2878
Si, 4.5917, -1.1034, 20.4654
Si, 5.2108, 2.9776, 18.2884
Si, 3.0067, 2.9622, -2.0861
Si, 1.5897, -0.5044, 19.4822
Si, 1.7212, -5.1015, 21.1586
Si, -2.4785, -2.4328, -2.0868
Si, 0.3528, 3.6395, -6.254
Si, 2.3812, -0.9897, -6.0898
Si, -1.1004, 4.5973, 20.4634
Si, 5.2045, 5.1467, -2.0865
Si, -0.2935, -0.2331, -2.0875
Si, 5.7727, 1.7191, 21.1597
Si, -1.8026, -5.0815, -6.2522
Si, 1.3498, -1.3472, 5.4622
Si, 4.0495, 1.3687, 5.4581
Si, 1.364, 4.0659, 5.4435
Si, 4.0921, 6.7908, 5.4568
Si, 6.8089, -1.3929, 5.4575
Si, -1.3331, 1.3465, 5.4751
Si, 6.7847, 4.1047, 5.4706
Si, -1.3796, -4.0753, 5.4438
Si, 2.7092, 0.0114, 6.8259
Si, 5.4231, 2.7206, 6.8022
Si, 2.7219, 5.4241, 6.7966
Si, 5.4506, -2.7352, 6.8226
Si, -2.7176, -0.0214, 6.8025
Si, 0.0209, 2.7167, 6.8248
Si, -2.7267, -5.4249, 6.8219
Si, -0.0229, -2.7178, 6.798
Si, 1.3679, 1.3669, 8.1955
Si, 4.0652, 4.0661, 8.1612
Si, 1.3467, 6.791, 8.1334
Si, 4.0869, -1.3579, 8.1609
Si, 6.7917, 1.3465, 8.1378
Si, -1.3573, 4.0834, 8.161
Si, 6.8026, -4.0798, 8.1913
Si, -1.3726, -1.3734, 8.1701
Si, -0.0108, -0.009, 9.5026
Si, 2.7292, 2.726, 9.5582
Si, 0.0039, 5.4448, 9.5256
Si, 2.7001, -2.7238, 9.4797
Si, 5.4464, 0.0022, 9.5279
Si, 8.1574, 2.6994, 9.4826
Si, 5.4243, 5.421, 9.4966
Si, 8.1591, -2.7199, 9.5534
O, 5.5637, 2.4069, 19.7312
O, 2.4367, 2.1555, -3.3514
O, 2.8593, 0.1237, 16.7189
O, 5.4978, -2.7502, 16.6133
O, 0.242, 5.1184, 21.219
O, 6.4618, 3.7899, 17.669
O, 0.2467, 0.5999, -3.3497
O, 3.7556, 1.8921, -1.1438
O, 5.4666, 0.0264, -0.4056
O, -0.8421, -3.7815, -6.4303
O, 1.5466, -3.5151, 21.3882
O, 3.792, -4.4189, 17.668
O, 5.5336, -1.5671, 19.2366
O, 0.9501, -0.9249, -1.3057
O, -1.3402, -1.3786, -2.5542
O, 0.0003, 5.4404, -0.4784
O, 7.3301, -1.69, -1.1412
O, 7.3588, 1.546, 21.3934
O, 0.1221, 2.8627, 16.7179
O, -1.1281, 0.8083, 20.7496
O, 6.2586, 4.398, -1.129
O, 3.4851, -1.9522, -5.3962
O, 1.7749, 3.6517, -1.2862
O, 1.0386, 1.0415, 19.3524
O, -1.2915, 1.2677, 18.0711
O, 5.1144, 0.2394, 21.2187
O, 6.0387, -5.1896, -3.3463
O, 1.264, -1.2899, 18.0728
O, 2.0608, 0.2669, -5.1492
O, -1.5597, -5.3396, 19.2342
O, 3.1547, -0.7045, 19.8432
O, 8.131, -5.3817, 16.6156
O, 7.9363, -4.8236, -5.1495
O, 7.3165, -1.0576, 17.397
O, 1.047, -1.8693, -6.388
O, 7.7587, -3.1198, 19.0161
O, -1.0367, 0.8227, -1.1277
O, 5.007, -2.4012, -7.4512
O, -0.9015, 4.5423, -5.7893
O, 0.6152, 2.4996, -5.1509
O, 4.513, -4.4914, -1.3023
O, 3.5637, -4.3908, -6.3861
O, 4.8437, 1.7338, 17.3374
O, 5.703, -3.379, -5.1491
O, 1.3781, -4.0562, -7.8502
O, 7.8404, -0.6509, 19.9265
O, 7.5939, -2.9991, -3.3534
O, -1.785, -3.6652, -1.2912
O, -0.0467, 2.9054, -7.643
O, -0.7035, 3.1592, 19.842
O, -2.3548, 4.6837, 21.5006
O, -0.6532, -3.0299, 19.9248
O, 3.0395, -0.4287, -7.4513
O, -2.5349, 5.4054, -7.644
O, 2.4085, -5.3132, 19.7302
O, 4.6772, -2.3555, 21.5053
O, 2.7177, -2.7206, -0.4924
O, 8.1326, 2.692, -0.4022
O, -1.0592, -3.5566, 17.3945
O, 1.6526, 4.5991, -6.438
O, 3.9345, 3.9347, 18.4
O, 0.8044, -1.1216, 20.7534
O, 1.7341, 4.8455, 17.3368
O, 4.0575, 4.1028, -2.5559

Results
free energy: -118378.551 eV
free energy less fixed offsets of O -570.45, Si -639.56 eV per atom: -6.071 eV

Forces (eV/angstrom), in the order of the atoms: element, x, y, z
Si, -0.0048, 0.0016, -0.0151
Si, -0.0033, 0.006, -0.0224
Si, 0.0041, -0.0008, -0.0196
Si, 0.0013, -0.0042, -0.0147
Si, 0.0057, -0.0014, -0.0224
Si, 0.0017, -0.0068, -0.0237
Si, -0.0052, 0.0015, -0.0236
Si, -0.001, 0.0041, -0.0181
Si, 0.0004, 0.0007, -0.0047
Si, 0.0013, -0.0015, 0.0041
Si, -0.0008, -0.0002, -0.0025
Si, -0.0001, -0.0006, -0.0044
Si, -0.0005, 0.0013, 0.004
Si, -0.0016, -0.0021, -0.0052
Si, -0.0005, -0.0003, -0.0048
Si, -0.0001, -0.0006, -0.002
Si, -0.0001, 0.0006, -0.0052
Si, -0.0013, 0.0013, 0.0007
Si, 0.0004, 0.0003, -0.0049
Si, 0.0006, 0.0003, -0.0023
Si, 0.0004, 0.0007, 0.0027
Si, 0.001, -0.0004, -0.0004
Si, -0.0006, 0.0005, -0.005
Si, 0.0002, -0.0015, 0.0013
Si, 0.0004, -0.0006, -0.0025
Si, -0.0001, 0.0009, 0.0004
Si, -0.0016, -0.0014, 0.0055
Si, 0.0003, 0.0012, 0.0047
Si, -0.003, -0.0016, -0.0029
Si, 0.0023, 0.0041, -0.0022
Si, -0.0004, 0.0006, -0.002
Si, 0.0004, 0.0005, 0.001
Si, -0.0001, -0.0007, -0.002
Si, -0.0003, -0.0017, 0.0024
Si, -0.0008, -0.0012, 0.0024
Si, -0.0008, 0, 0.0007
Si, -0.0002, 0, 0.0027
Si, -0.0001, 0.0002, -0.0018
Si, -0.0003, -0.0003, 0.0005
Si, 0.0014, -0.0009, 0.0034
Si, -0.0005, -0.0005, 0.0015
Si, -0.0002, -0.0003, -0.0016
Si, 0, 0.0003, -0.0024
Si, 0.0001, -0.0012, -0.0018
Si, 0.0005, -0.0011, 0
Si, 0, -0.0011, 0.0014
Si, -0.0012, -0.001, -0.0019
Si, 0.0006, 0.0017, -0.0011
Si, 0.0003, -0.0003, 0.0071
Si, -0.0007, -0.0016, -0.0032
Si, -0.0005, 0.0006, 0
Si, -0.0013, -0.001, -0.0021
Si, 0.0018, -0.0002, 0
Si, -0.0013, -0.0014, -0.002
Si, -0.0008, 0.0003, -0.0013
Si, 0.0011, 0.0017, -0.003
Si, -0.0005, 0.0006, -0.0043
Si, 0.0003, 0.0002, 0.0005
Si, -0.0004, -0.001, 0.0002
Si, -0.0006, -0.0001, 0.0025
Si, 0.0007, 0.001, 0
Si, -0.0008, -0.0004, 0.0021
Si, 0.0002, 0.0006, 0.0049
Si, -0.0003, -0.0009, 0.0011
Si, -0.0037, 0.0023, 0.0294
Si, 0.0052, -0.0013, 0.021
Si, -0.0004, 0.0019, 0.0205
Si, 0, -0.0004, 0.0231
Si, 0.003, -0.0007, 0.0244
Si, 0.0025, -0.0038, 0.0304
Si, -0.0004, 0, 0.0222
Si, -0.0006, 0.0009, 0.0253
Si, 0.0012, 0.0006, -0.0292
Si, -0.0013, 0.0014, 0.0153
Si, -0.0022, -0.0004, -0.0289
Si, 0.0043, 0.0062, 0.0378
Si, 0.002, -0.0011, 0.0367
Si, -0.0008, 0.0013, 0.0024
Si, 0.003, -0.0012, 0.0166
Si, 0.0034, -0.0022, 0.0028
Si, -0.0056, 0, -0.0086
Si, -0.0016, 0.0019, 0.0369
Si, -0.0006, -0.0052, 0.0381
Si, -0.0003, -0.0003, 0.021
Si, -0.0047, -0.0015, 0.037
Si, -0.0001, -0.0033, -0.0376
Si, 0.0059, 0.004, 0.0378
Si, -0.0022, -0.0012, 0.0167
Si, -0.0036, 0.0011, -0.0376
Si, 0.0009, 0.0068, -0.0054
Si, 0.0028, -0.0078, -0.0074
Si, 0.0003, 0, 0.0213
Si, 0.0024, -0.0009, -0.0378
Si, -0.0001, 0.0035, -0.0386
Si, 0.0012, -0.0038, 0.0168
Si, 0.0074, -0.002, -0.0044
Si, 0.0005, 0.0013, -0.0005
Si, -0.002, 0, 0.0001
Si, 0.0004, -0.0009, 0.0026
Si, 0.001, 0, 0.0007
Si, -0.0003, -0.0011, 0.0001
Si, 0.0011, 0.0002, -0.0021
Si, -0.0004, 0.0017, -0.0015
Si, -0.0012, -0.0007, 0.0025
Si, -0.0002, 0.0001, 0.0018
Si, 0.0001, 0.0003, -0.0019
Si, -0.001, 0.0003, -0.002
Si, -0.0003, -0.0005, 0.001
Si, -0.0008, 0.0002, -0.0015
Si, 0.0001, 0, 0.0018
Si, 0, 0.0003, 0.0009
Si, 0.0016, -0.0002, -0.0023
Si, -0.0001, -0.0001, 0
Si, -0.0011, -0.0008, 0.0002
Si, -0.0011, -0.0002, 0.0008
Si, -0.0009, 0.0004, 0.0001
Si, -0.0012, -0.0005, 0.0021
Si, 0.001, 0.0005, 0.0001
Si, -0.0001, 0.0004, 0.0008
Si, -0.0014, -0.0002, 0.0007
Si, 0.0008, 0.0001, 0.0014
Si, 0.0002, -0.0003, 0.0004
Si, -0.0002, -0.0012, -0.0003
Si, 0.0006, 0.0002, 0.0022
Si, -0.0004, -0.0003, 0.0001
Si, 0.0001, 0.0006, 0.002
Si, -0.0012, 0.0003, 0.0023
Si, 0.001, -0.0004, -0.0006
O, -0.0064, 0.0074, -0.0141
O, 0.009, 0.0087, 0.0229
O, 0.0031, 0.0021, -0.0177
O, -0.0049, -0.0012, -0.0162
O, 0.0027, -0.0006, -0.0069
O, 0.0065, 0.0049, -0.0191
O, -0.0077, -0.0077, 0.0218
O, 0.0041, -0.0057, 0.0208
O, 0.0005, -0.0006, 0.0102
O, -0.0004, -0.0008, 0.0007
O, 0.0017, -0.0041, -0.0098
O, 0.0056, 0.0076, -0.0193
O, 0.0096, -0.0025, -0.0135
O, 0.009, -0.0053, 0.0153
O, -0.0008, 0.0007, 0.0164
O, 0.0013, -0.0015, 0.0027
O, -0.0077, 0.004, 0.0207
O, -0.0029, 0.0011, -0.007
O, 0.0018, 0.0048, -0.0169
O, 0.0028, 0.0026, -0.0109
O, 0.0056, -0.0038, 0.0207
O, 0.0037, 0, 0.0031
O, -0.0079, 0.0066, 0.018
O, -0.0008, 0.0001, -0.0058
O, -0.0054, 0.0006, -0.0331
O, 0.003, 0.003, -0.0069
O, -0.0068, -0.0052, 0.0204
O, -0.0012, -0.0045, -0.0324
O, -0.0028, 0.0071, 0.0087
O, -0.001, 0.0098, -0.0141
O, -0.0044, 0.002, -0.0088
O, -0.0022, -0.0029, -0.0163
O, -0.0041, 0.0052, 0.0104
O, -0.0019, 0.0006, -0.0295
O, -0.0003, 0.0012, 0.0002
O, -0.0012, -0.0003, -0.0129
O, -0.0046, 0.008, 0.0194
O, 0.0039, -0.0003, -0.0056
O, 0.0006, 0.0009, 0.0037
O, 0.0048, -0.0052, 0.0119
O, -0.0054, 0.0086, 0.0163
O, 0.003, 0.0013, -0.001
O, -0.0019, -0.0097, -0.0262
O, 0.0083, -0.0046, 0.0127
O, -0.0001, 0.0007, -0.0003
O, -0.0044, -0.0066, -0.011
O, 0.0076, 0.0085, 0.0248
O, 0.0067, -0.0083, 0.0183
O, 0.0036, -0.0025, -0.0037
O, 0.0003, -0.006, -0.009
O, 0.0045, -0.0002, -0.0072
O, -0.0056, -0.0065, -0.0122
O, 0.0001, 0.006, -0.0065
O, -0.0023, 0.0064, -0.0021
O, 0.0066, -0.0044, -0.0122
O, 0.0003, 0.0039, -0.0075
O, 0.0007, -0.0002, 0.0083
O, 0.0006, 0.0014, 0.0102
O, 0.0021, -0.0028, -0.0275
O, 0.0002, -0.0021, 0.0009
O, -0.0002, -0.0012, -0.0179
O, 0.0016, -0.0009, -0.0098
O, -0.0104, -0.0032, -0.0259
O, 0.0004, -0.0004, 0.0119

The program warned: the cutoff lies below the one the program advises for these potential files; the forces do not sum to zero within the program's tolerance; empty levels may hold ghost states of the PAW files; the exchange-correlation potential is rough where the density is thin.
